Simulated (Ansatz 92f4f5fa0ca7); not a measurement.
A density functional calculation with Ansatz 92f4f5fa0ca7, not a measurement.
Periodic cell of 237 atoms, Si146O90P1, from a study of silicon, its oxide and their interface. The atomic structure is a simulated model.
Doubt: the cutoff is far below the 930 eV that the study's wrapper takes by default for these files, so forces and energies are approximate.

Settings: functional PBE; potential files Ansatz PAW; basis plane waves; wave-function cutoff 580 eV; density cutoff ratio 5; exchange-correlation grid ratio 1; k mesh 1 x 1 x 1, Gamma-centred; self-consistency stop 5e-08 eV per atom in the density residual; occupations fixed; spin none; net charge +1 e, with a uniform compensating background and no finite-size correction.

Cell vectors (angstrom)
a	11.6015	0	0
b	0	10.938	0
c	0	0	32.0622

Atoms and the computed forces on them: element, x, y, z (angstrom), force x, y, z (eV/angstrom)
Si	-0.1941	-0.0648	23.2765	-0.0082	-0.0083	-0.1046
Si	3.6718	0.2004	23.1076	-0.0181	0.0078	-0.1278
Si	7.5551	-0.1366	23.4517	-0.0059	-0.0112	-0.0911
Si	1.689	1.3758	23.4204	-0.014	0.0036	-0.1109
Si	5.7365	1.4059	23.1928	0.0099	0.018	-0.1123
Si	9.4438	1.2291	23.366	-0.0112	0.0118	-0.1175
Si	0.1627	5.3115	23.4633	-0.0254	-0.0103	-0.1191
Si	4.1233	5.2972	23.3962	0.0246	-0.0138	-0.1176
Si	8.0357	5.6102	23.5482	0.0121	-0.0313	-0.1004
Si	2.1593	6.5838	23.3732	0.0058	0.021	-0.1204
Si	5.9689	6.7703	23.4821	-0.0019	0.0225	-0.0988
Si	10.0129	6.8692	23.6013	0.0294	0.0115	-0.1061
Si	1.9038	2.6651	25.3886	0.0113	0.0293	0.0092
Si	5.8328	2.6568	25.2581	0.0106	0.015	-0.0087
Si	9.6303	2.687	25.2701	-0.0028	0.0064	0.0044
Si	11.5977	4.0058	25.3918	-0.0029	-0.0169	0.0244
Si	3.8941	3.9731	25.3248	-0.0118	-0.0178	0.0343
Si	7.744	4.0949	25.3493	0.0042	-0.0002	0.0372
Si	1.9729	8.1503	25.1978	-0.0014	0.0337	0.0227
Si	5.7758	8.1681	25.3687	-0.0028	0.0205	0.0316
Si	9.7133	8.2642	25.4373	-0.0163	0.0156	0.0489
Si	11.6399	9.563	25.2694	-0.0032	-0.0104	-0.0015
Si	3.8653	9.5874	25.0784	0.0114	-0.0113	-0.0117
Si	7.6911	9.5204	25.4157	0.0147	-0.0146	0.0034
Si	11.6507	-0.0098	27.2159	-0.0101	0.0064	-0.0068
Si	3.9045	-0.0532	27.1246	-0.0003	0.015	-0.0245
Si	7.7605	-0.0188	27.2978	0.0106	-0.0148	0.0176
Si	1.9877	1.3127	27.2887	-0.0024	-0.0057	0.0206
Si	5.8325	1.3233	27.208	-0.0045	-0.0083	-0.0144
Si	9.6952	1.3332	27.2189	0.007	-0.0017	-0.0191
Si	11.5937	5.4715	27.2448	-0.0073	0.0124	0.0118
Si	3.8474	5.423	27.2195	0.0034	0.0116	0.0145
Si	7.7164	5.4652	27.2766	0.0017	-0.0044	0.0072
Si	1.9384	6.8268	27.1843	-0.0041	-0.0419	-0.0129
Si	5.7612	6.8011	27.2821	0.0163	-0.0042	0.0001
Si	9.6586	6.8222	27.3009	-0.0203	0.0093	0.0028
Si	1.9481	2.7237	29.191	-0.0483	0.011	-0.0056
Si	5.796	2.7229	29.132	0.011	0.011	0.0275
Si	9.6821	2.7288	29.1527	-0.0209	-0.0035	0.0369
Si	0.0142	4.0995	29.1736	0.0145	-0.0268	-0.0333
Si	3.8647	4.0929	29.1767	0.0236	0.004	-0.0093
Si	7.7338	4.088	29.1959	0.0168	0.0037	-0.0468
Si	1.9421	8.1873	29.1375	-0.0016	0.045	0.0085
Si	5.7947	8.1876	29.1972	0.0344	0.0022	-0.0536
Si	9.6715	8.1971	29.2272	0.0198	-0.0203	-0.0493
Si	0.0084	9.5578	29.1567	-0.0041	0.0074	0.0347
Si	3.8758	9.5594	29.1117	-0.0291	0.0204	0.085
Si	7.736	9.5499	29.2187	-0.0223	0.0098	-0.0338
Si	0.0051	0.0057	31.1007	-0.0189	-0.0192	-0.03
Si	3.8621	0.0127	31.0709	0.0091	-0.0468	-0.0323
Si	7.7313	0.0126	31.1234	0.0059	0.0132	0.0264
Si	1.9312	1.3759	31.1242	0.0072	-0.0025	0.0245
Si	5.7977	1.3758	31.0767	-0.0409	0.0141	-0.0285
Si	9.6707	1.3687	31.1064	0.0278	0.0407	-0.0436
Si	0.0086	5.4724	31.1054	0.0044	-0.0017	-0.0165
Si	3.8715	5.4803	31.1058	-0.0135	-0.0251	0.0191
Si	7.7391	5.4668	31.1334	0.01	-0.0399	-0.0232
Si	1.9384	6.8394	31.0979	0.0003	0.0044	-0.0207
Si	5.8048	6.8328	31.1225	0.0014	-0.0032	0.0112
Si	9.6769	6.8273	31.1496	-0.0052	0.0202	0.0111
Si	1.9307	2.7563	0.9975	-0.017	0.0448	-0.0275
Si	5.7855	2.7512	0.9456	0.0079	-0.0057	0.0239
Si	9.675	2.7431	0.9899	0.0015	-0.0193	-0.022
Si	-0.0048	4.1262	0.9791	0.0373	-0.0165	-0.0002
Si	3.8568	4.132	0.9905	-0.0071	-0.0189	-0.0326
Si	7.7384	4.1107	1.0113	-0.0307	-0.0079	0.0248
Si	1.9296	8.2436	0.9641	0.0046	-0.0302	-0.014
Si	5.8007	8.2298	0.9669	-0.0226	-0.0216	0.0155
Si	9.664	8.2251	1.0088	0.0117	-0.0424	-0.0403
Si	-0.0114	9.5934	0.9912	0.0226	0.0302	-0.0674
Si	3.8665	9.5923	0.9683	-0.0078	0.0521	-0.0764
Si	7.7379	9.5814	0.9899	-0.0197	0.0408	-0.0191
Si	11.62	0.0358	2.9201	0.0131	-0.0179	0.0057
Si	3.8284	0.0163	2.9193	0.0345	-0.0185	0.0337
Si	7.7382	0.0225	2.9043	-0.0131	-0.0316	0.0017
Si	1.9295	1.4117	2.9365	0.0043	0.0036	-0.0555
Si	5.8009	1.3506	2.8478	0.0043	0.052	-0.0117
Si	9.6616	1.378	2.9354	-0.0257	0.0345	0.0164
Si	11.5565	5.5265	2.8974	0.0786	0.0194	-0.0102
Si	3.8901	5.5121	2.937	-0.0552	0.0266	-0.01
Si	7.734	5.5203	2.9316	0.0032	-0.0133	-0.0152
Si	1.9198	6.8456	2.8777	-0.0239	-0.0432	0.0407
Si	5.8117	6.8775	2.892	0.0154	0.0279	-0.0087
Si	9.6522	6.9146	2.9715	-0.0247	0.0015	0.0039
Si	1.9096	2.837	4.8248	-0.0037	-0.008	0.0357
Si	5.8338	2.7168	4.7464	0.0185	-0.0735	0.0157
Si	9.5963	2.8004	4.8312	0.0009	-0.0599	0.0457
Si	11.5418	4.1318	4.7813	-0.0602	-0.0289	0.0132
Si	3.9187	4.0853	4.8198	0.0299	-0.0032	0.0343
Si	7.7126	4.1997	4.8821	-0.0078	0.0313	0.0299
P	1.8783	8.1522	4.8279	-0.0668	0.0554	-0.1548
Si	5.7819	8.275	4.7876	-0.045	-0.0824	0.0379
Si	9.6511	8.3267	4.9055	-0.0096	-0.111	0.0374
Si	11.6158	9.6756	4.9063	0.0781	-0.0823	-0.1347
Si	3.7703	9.506	4.8364	0.1821	-0.0234	-0.2104
Si	7.7093	9.6975	4.8966	-0.0228	0.0743	-0.0064
Si	11.6009	0.2425	6.7948	0.0043	-0.0577	0.2385
Si	3.7144	-0.0369	6.692	-0.0264	-0.1202	0.2118
Si	7.7031	0.0633	6.9229	-0.0028	-0.1362	0.1469
Si	2.0337	1.5323	6.7708	-0.0003	0.0739	0.1316
Si	5.6941	1.2678	6.6262	0.083	0.1697	0.0318
Si	9.641	1.5262	6.8303	-0.0904	0.1484	0.0506
Si	11.5144	5.5008	6.6805	-0.1842	-0.1375	0.1352
Si	4.0074	5.4234	6.7671	0.1569	-0.0756	0.0959
Si	7.7359	5.6672	6.8162	0.0152	-0.1167	0.1558
Si	1.9831	6.612	6.6076	-0.0061	0.1892	0.5726
Si	5.8181	6.9845	6.7349	0.013	0.0747	0.1807
Si	9.7524	7.0448	6.8974	-0.0382	0.0833	0.201
O	9.9943	7.9766	8.2855	-0.0359	-0.1136	-0.2276
O	7.6617	9.9274	8.224	0.0349	0.1366	-0.2052
O	7.3931	4.7373	8.159	0.0123	0.1077	-0.2828
O	3.3366	10.359	8.2362	-0.0144	0.0979	-0.3603
O	2.0536	7.5064	7.9928	0.0165	-0.0955	-0.47
O	4	4.5994	8.2384	-0.0722	0.1773	-0.2209
O	9.7922	2.464	8.2103	0.0057	-0.1584	-0.2372
O	2.5956	2.3671	8.1312	-0.0566	-0.0548	-0.1512
O	11.3985	4.6001	8.0746	0.1168	0.1752	-0.3001
O	5.3437	2.373	7.8135	0.0054	-0.1313	-0.1823
O	5.8147	7.9708	8.087	-0.048	-0.1131	-0.2357
O	11.305	10.334	8.1755	0.0636	0.1574	-0.2819
O	11.2758	10.0861	21.7978	0.0181	0.0735	0.1575
O	3.2323	10.7122	21.5295	-0.0103	0.0575	0.2128
O	5.7785	7.7749	22.1635	-0.0181	-0.0868	0.1548
O	4.2243	4.4519	21.945	-0.0479	0.0636	0.171
O	7.6855	9.6866	22.1909	0.0232	0.0632	0.1471
O	10.3292	7.6692	22.1808	-0.0345	-0.0777	0.1803
O	1.616	2.3989	22.1136	0.0408	-0.0755	0.1619
O	5.9465	2.4387	21.8832	-0.0009	-0.0874	0.154
O	8.4432	4.7021	22.2134	-0.0047	0.0524	0.206
O	-0.0692	4.4493	22.0391	-0.0023	0.0771	0.1692
O	2.3335	7.3799	21.9335	0.0057	-0.0752	0.231
O	9.1258	1.8821	21.8691	-0.0032	-0.0603	0.2116
Si	1.9237	7.7589	9.5781	-0.0405	-0.0485	0.5297
Si	5.0362	0.5804	17.6858	0.0193	0.0171	-0.061
Si	2.4929	5.424	14.0168	0.0368	0.0046	0.1365
Si	10.5707	3.8568	14.0469	-0.0356	-0.0002	0.1754
Si	8.283	2.3849	15.2571	0.0093	0.027	0.0865
Si	9.5476	2.2432	20.3426	-0.0012	-0.0114	-0.2274
Si	10.5148	3.6637	9.07	0.025	-0.0045	0.4622
Si	0.0362	2.3101	11.5586	0.0134	-0.0363	0.3321
Si	11.0208	8.1288	15.3915	-0.0099	0.0108	0.1079
Si	5.1679	6.9332	13.9905	-0.0269	-0.0075	0.1852
Si	5.7514	2.6167	11.1133	0.0635	-0.0283	0.3813
Si	8.5834	7.6686	19.3882	0.0046	-0.0129	-0.1469
Si	8.1199	4.8462	20.6277	0.0051	0.0227	-0.2141
Si	5.921	9.5893	15.1999	0.0022	-0.0174	0.104
Si	2.1158	7.6389	20.3463	0.0005	-0.0111	-0.2331
Si	1.9292	4.8913	18.7896	0.001	-0.005	-0.1371
Si	4.4977	3.4428	18.0149	-0.004	-0.0021	-0.1024
Si	8.5075	8.9279	16.8158	0.0032	0.0122	-0.0175
Si	0.8289	9.4782	13.2984	-0.0048	0.0073	0.2035
Si	9.9128	10.646	11.7187	-0.0217	0.0586	0.3297
Si	5.3529	3.7061	21.0164	0.018	0.0008	-0.2459
Si	0.5902	5.5223	16.2588	-0.0084	0.0088	0.0241
Si	10.7839	9.1424	9.1394	-0.0775	0.0066	0.4895
Si	6.5702	8.8979	21.2892	-0.002	0.0107	-0.2293
Si	7.1174	7.1032	11.4836	-0.0117	-0.015	0.3608
Si	2.6727	0.7315	12.2242	-0.0446	0.0495	0.3072
Si	10.8946	8.6815	21.0407	-0.0015	-0.012	-0.2396
Si	6.0405	4.3235	15.6322	0.0268	0.0099	0.054
Si	7.0872	0.4893	12.9708	0.0008	-0.0097	0.2428
Si	4.0515	2.9917	8.5937	0.005	-0.0724	0.401
Si	0.8837	6.7432	11.8848	-0.0613	-0.0255	0.3472
Si	6.5671	9.0411	9.0737	0.051	-0.0288	0.4032
Si	0.6675	3.2871	21.1439	0.0008	-0.0025	-0.2479
Si	9.8053	6.504	12.8839	0.0097	-0.0212	0.2197
Si	7.7132	4.5362	9.742	-0.0709	0.0167	0.3846
Si	3.9897	10.0721	20.2185	0.0199	-0.0161	-0.2308
Si	4.2636	3.0396	13.5276	-0.0299	0.0376	0.1972
Si	3.8493	9.9993	9.7484	0.0134	0.0423	0.4456
Si	8.057	0.7796	18.0322	-0.0239	-0.0198	-0.0778
O	11.5134	3.2147	12.897	0.0376	-0.0563	-0.1632
O	9.3385	4.4789	9.8728	0.0623	-0.0237	-0.1579
O	8.8062	3.6042	19.8566	-0.0032	0.0081	0.0724
O	4.0374	-0.0612	18.808	-0.0191	-0.0369	0.1005
O	11.3407	4.531	15.3044	-0.0142	-0.0199	-0.0589
O	9.8643	9.7715	10.3331	0.067	-0.1087	-0.2672
O	3.7643	1.536	13.1378	-0.0254	-0.043	-0.0964
O	0.656	9.0452	14.8613	0.0215	0.0191	-0.0877
O	6.4745	0.976	18.3777	0.003	0.0003	0.0278
O	4.7601	3.1666	19.606	0.0263	0.0079	0.1433
O	6.2514	1.1826	11.7412	-0.0534	0.0653	-0.1575
O	0.5534	8.6063	9.8272	0.0026	0.025	-0.1606
O	5.6482	4.314	17.2267	-0.0063	-0.0046	0.0093
O	8.4473	7.1939	12.3891	-0.0579	0.0122	-0.1153
O	4.4039	2.6361	10.1541	-0.1096	0.0537	-0.2979
O	2.0742	5.6574	15.5732	0.0122	-0.0073	-0.0497
O	3.3823	0.0385	10.9421	0.078	-0.1198	-0.2639
O	5.8928	7.2176	12.5508	0.0717	0.0112	-0.1789
O	2.3057	6.3498	19.3889	-0.0025	0.0491	0.0788
O	0.6576	4.9404	17.7741	0.0139	-0.0068	0.0347
O	8.4143	10.6899	12.3613	0.0613	-0.0199	-0.1036
O	5.4677	10.0686	9.687	-0.004	-0.0044	-0.132
O	0.6019	8.2027	20.1984	-0.0204	0.0062	0.084
O	9.7747	2.6041	14.6892	0.0207	0.0114	-0.0538
O	1.9938	10.5966	13.2361	0.0277	0.0292	-0.0925
O	9.9472	9.1059	16.0982	0.0118	-0.014	-0.0196
O	6.1484	10.3563	13.7725	0.0203	0.0393	-0.101
O	7.472	1.5959	14.0969	-0.0321	-0.0427	-0.1021
O	1.6467	3.9135	20.0347	-0.0357	-0.039	0.1253
O	5.9051	5.7899	14.9183	-0.0123	0.0259	-0.0506
O	7.3426	8.9489	15.6921	-0.0147	0.0052	-0.0217
O	1.5139	1.6626	11.5912	-0.0146	0.0095	-0.1047
O	7.1945	8.2852	10.366	-0.0394	0.1181	-0.2413
O	4.322	1.9893	17.2803	0.002	0.0036	0.0196
O	7.0332	3.1611	10.2745	0.0515	0.0542	-0.1517
O	11.5373	7.0022	16.4347	-0.0016	-0.0015	-0.0178
O	8.2875	10.1394	17.8433	0.0021	0.0105	0.0228
O	3.271	8.5131	10.0839	-0.0237	-0.011	-0.1447
O	7.5889	3.8375	15.5143	-0.0032	-0.0068	-0.0232
O	3.1444	4.3114	17.8981	-0.0117	0.0063	0.0412
O	2.9053	3.8948	13.6987	0.0081	-0.0225	-0.0572
O	1.3348	8.2109	12.4246	0.0122	-0.0514	-0.1475
O	1.2119	5.6847	13.0609	-0.0395	0.0445	-0.1333
O	4.9798	8.3037	14.8608	-0.0005	-0.0177	-0.0485
O	11.1698	2.3897	20.3363	0.0204	0.0116	0.0822
O	10.9767	9.992	12.7632	-0.051	0.0216	-0.1143
O	5.2916	3.5755	12.3627	0.0457	-0.02	-0.1721
O	5.0892	3.1959	14.9171	-0.0311	-0.0213	-0.0749
O	6.4886	4.8017	20.5588	-0.0129	-0.0071	0.0793
O	8.3992	1.5611	16.65	-0.0008	0.0041	-0.0021
O	10.4153	1.2329	11.4419	0.0125	0.0136	-0.1056
O	10.878	6.6116	11.6514	0.0554	0.0186	-0.1342
O	3.261	8.6741	19.8508	-0.0077	0.0019	0.0722
O	1.7201	6.4255	10.5125	0.0727	0.0736	-0.2928
O	7.1681	8.1974	19.9692	-0.0448	0.0273	0.1077
O	8.4989	7.5861	17.7559	0.0031	-0.0136	0.0624
O	3.679	6.4332	13.605	-0.0101	0.0041	-0.0522
O	9.5767	4.9554	13.3451	-0.0064	0.0339	-0.0802
O	5.5233	9.9956	20.745	0.0245	-0.0129	0.0931
O	10.3268	7.367	14.1437	-0.0218	-0.0391	-0.1119
O	8.7842	6.1642	19.9629	-0.0093	-0.0403	0.0773
O	7.0678	5.7068	10.6573	0.0231	-0.0858	-0.1697
O	5.2638	10.5451	16.3724	0.0025	-0.0011	-0.0111
O	9.0496	1.1474	19.2605	0.0338	0.0324	0.0951
O	11.5765	3.1714	10.1853	-0.0611	0.089	-0.275
O	9.7434	8.7072	19.8873	0.0397	0.0165	0.0963

Results
free energy: -144757.654 eV
free energy less fixed offsets of O -568.88, P -755.39, Si -635.61 eV per atom: -4.004 eV

The program warned: the cutoff lies below the one the program advises for these potential files; the forces do not sum to zero within the program's tolerance; the exchange-correlation potential is rough where the density is thin.
